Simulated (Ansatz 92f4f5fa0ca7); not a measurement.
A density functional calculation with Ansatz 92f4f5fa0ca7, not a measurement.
Periodic cell of 255 atoms, Si165O90, from a study of silicon, its oxide and their interface. The atomic structure is a simulated model.
Doubt: the cutoff is far below the 930 eV that the study's wrapper takes by default for these files, so forces and energies are approximate.
This geometry differs little from another in the collection (a relaxation step or a small displacement).

Settings: functional PBE; potential files Ansatz PAW; basis plane waves; wave-function cutoff 580 eV; density cutoff ratio 5; exchange-correlation grid ratio 1; k mesh 1 x 1 x 1, Gamma-centred; self-consistency stop 5e-08 eV per atom in the density residual; occupations fixed; spin none; net charge 0.

Cell vectors (angstrom)
a	10.938	0	0
b	0	10.938	0
c	0	0	37.7223

Atoms and the computed forces on them: element, x, y, z (angstrom), force x, y, z (eV/angstrom)
Si	0	0	0.683	0.057	0.0285	-0.0162
Si	5.469	0	0.683	0.0323	0.0206	0.0024
Si	2.7345	2.7345	0.683	0.0359	-0.0456	-0.0065
Si	8.2035	2.7345	0.683	0.0302	0.0035	0.0192
Si	0	5.469	0.683	0.0045	0.0033	0.0009
Si	5.469	5.469	0.683	0.017	0.0178	-0.0128
Si	2.7345	8.2035	0.683	0.063	-0.0012	-0.0057
Si	8.2035	8.2035	0.683	0.0262	0.0091	-0.0085
Si	1.3673	1.3673	2.0503	-0.0377	-0.118	-0.1038
Si	6.8362	1.3673	2.0503	-0.049	-0.0964	0.0868
Si	4.1018	4.1018	2.0503	-0.0103	-0.0889	-0.1481
Si	9.5708	4.1018	2.0503	0.0103	-0.0348	0.0957
Si	1.3673	6.8362	2.0503	-0.0092	-0.1026	0.0851
Si	6.8362	6.8362	2.0503	-0.0402	-0.0692	-0.1566
Si	4.1018	9.5708	2.0503	0.0186	-0.0576	0.0667
Si	9.5708	9.5708	2.0503	0.0171	-0.0103	-0.0943
Si	2.7345	0	35.6708	0.2274	0.0416	-0.1135
Si	8.2035	0	35.6708	-0.1409	0.03	0.0829
Si	0	2.7345	35.6708	-0.063	0.2287	-0.1163
Si	5.469	2.7345	35.6708	-0.0882	-0.0374	0.0878
Si	2.7345	5.469	35.6708	-0.1034	-0.0348	0.0682
Si	8.2035	5.469	35.6708	0.0758	0.1399	0.0425
Si	0	8.2035	35.6708	0.021	-0.0781	-0.0101
Si	5.469	8.2035	35.6708	0.0922	0.153	-0.1258
Si	4.1018	1.3673	37.038	-0.0183	-0.016	0.0306
Si	9.5708	1.3673	37.038	-0.0519	0.0034	-0.0272
Si	1.3673	4.1018	37.038	-0.0289	0.01	0.0297
Si	6.8362	4.1018	37.038	-0.0218	-0.0203	-0.0165
Si	4.1018	6.8362	37.038	-0.0082	-0.0435	-0.0372
Si	9.5708	6.8362	37.038	0.007	-0.0415	0.0307
Si	1.3673	9.5708	37.038	-0.069	0.0178	-0.0375
Si	6.8362	9.5708	37.038	-0.068	0.047	0.0362
Si	-4.4324	0.52	26.294	0.0012	0	0.0026
Si	2.433	2.2283	27.6636	-0.0007	0.0037	0.0008
Si	2.7393	5.5866	30.1009	0.0014	0.0032	-0.0023
Si	13.2276	-1.6686	24.7754	-0.0009	0.0017	-0.0009
Si	-1.3016	6.9755	31.4077	0.0036	0.0024	0.0068
Si	3.6248	9.2189	28.9415	-0.0088	0.003	0.0044
Si	7.2223	4.6741	22.338	-0.0023	0.001	0.0015
Si	13.5804	10.8948	30.3249	-0.0025	-0.0038	-0.0117
Si	1.3926	4.2263	31.5492	-0.0003	0.0006	0.0051
Si	4.3194	-2.6099	22.7342	-0.0008	0.0104	-0.0021
Si	3.8623	-0.3978	26.9883	-0.0012	0.0022	0.0016
Si	11.011	4.5726	16.0011	0.0028	0.0032	0.0011
Si	-2.5778	11.0156	30.2539	0.002	0.0035	0.0016
Si	8.5218	7.5039	26.1814	0.0008	0.0004	0.0006
Si	4.0707	12.3167	31.5664	0.0056	0.0058	0.0096
Si	11.4119	14.1816	18.0967	0.0021	0.0014	0.0027
Si	5.4835	-2.6964	30.0625	0.0053	-0.0028	0.0033
Si	6.8778	-1.3483	31.4644	0.0004	-0.0003	0.0028
Si	4.8039	5.1334	26.9934	0.0002	-0.0029	0.0048
Si	6.907	6.8445	28.7272	0.0007	0.0001	-0.0003
Si	2.2809	8.8447	18.7269	0.0193	0.0031	0.0041
Si	7.2447	0.2557	19.5843	-0.0021	-0.0011	-0.0006
Si	-1.5638	4.5266	26.1898	-0.0013	0.0011	0.003
Si	6.6092	3.3898	25.1248	0.0052	0.0005	0.0018
Si	3.7734	3.9278	28.7507	-0.0018	0.0009	0.002
Si	9.5719	1.4082	31.7613	-0.0032	-0.0026	0.0029
Si	-1.6262	3.8566	29.1302	-0.0065	0.0031	-0.005
Si	6.7593	4.1813	31.6166	-0.0006	-0.0022	-0.0025
Si	4.1809	6.8443	31.5184	-0.001	-0.0012	0.0027
Si	11.0004	8.4181	29.9216	-0.0013	0.0087	-0.0017
Si	1.2995	9.5476	31.6387	-0.0037	-0.0047	0.0051
Si	2.1994	6.6946	26.4587	-0.0031	0.0017	0.0035
Si	-0.0027	-0.0048	33.0351	0.0018	0.0026	0.0029
Si	5.4906	0.0058	32.8828	-0.0006	0.0009	0.0011
Si	2.7273	2.7853	32.9196	0.0008	-0.0006	0.0002
Si	8.1387	2.7918	32.9829	0.0006	-0.0009	0.0064
Si	-0.0145	5.5642	32.8798	0.0012	0.0003	0.0034
Si	5.4563	5.5237	32.9956	-0.0017	0.0019	0.0054
Si	2.7519	8.1769	32.9017	-0.0009	0.0014	0.0014
Si	8.2249	8.2286	32.8663	-0.001	0.0007	0.0035
Si	1.3869	1.3938	34.3167	-0.0013	-0.0019	0.0021
Si	6.8187	1.3646	34.3097	0.0001	0.0012	0.0021
Si	4.1029	4.1109	34.3158	0.0018	0.0011	0.0013
Si	9.5761	4.1482	34.2824	-0.0007	0.0001	0.0014
Si	1.3818	6.8429	34.297	0.0015	0	0.002
Si	6.8728	6.8681	34.3002	0.0014	-0.0013	0.0008
Si	4.1106	9.5709	34.27	-0.0003	0.0001	0.0021
Si	9.5483	9.5606	34.3228	-0.0011	0.0003	0.0012
Si	2.7083	-0.0249	3.4143	0.0009	-0.001	-0.0007
Si	8.2038	-0.0208	3.4186	0.0002	0.0003	0.0005
Si	-0.0034	2.7058	3.415	0.0002	-0.0004	0.0006
Si	5.452	2.7265	3.4163	0.0011	-0.0002	-0.0006
Si	2.7274	5.4328	3.4147	0.0002	0.0009	0.0007
Si	8.1799	5.4605	3.4133	0.0001	-0.001	-0.0004
Si	-0.0127	8.1962	3.4162	0.0005	-0.0005	-0.0004
Si	5.4659	8.1756	3.4164	-0.0009	0.0011	0.0008
Si	4.0746	1.3435	4.7652	-0.0011	0.0002	0.0008
Si	9.5781	1.3326	4.7853	0.0002	0.0005	0.0013
Si	1.3821	4.035	4.7887	0.0004	-0.0006	-0.0002
Si	6.8231	4.084	4.7833	-0.0009	0.0018	0.0013
Si	4.1193	6.7682	4.7684	0.0004	-0.0011	0.0004
Si	9.5493	6.8221	4.7723	0.0004	0.002	0.0005
Si	1.361	9.5325	4.7971	0.0006	0	0.0005
Si	6.8717	9.5041	4.7815	0.0003	0.0009	0.0008
Si	-0.0142	-0.0454	6.1796	-0.0021	0.002	-0.0001
Si	5.4694	-0.047	6.0504	-0.0012	-0.0066	-0.0001
Si	2.7275	2.6597	6.2155	-0.0018	0.0013	0.0024
Si	8.2051	2.7167	6.1129	0.0013	-0.0014	-0.0025
Si	-0.036	5.4047	6.0726	0.0018	-0.0034	-0.0002
Si	5.4653	5.4196	6.1969	-0.0008	0.0006	0
Si	2.7237	8.0929	6.099	0.0001	-0.0017	-0.0031
Si	8.2173	8.146	6.2301	-0.0005	0.0009	0.0022
Si	2.1078	2.0169	12.1562	0.0002	0.002	-0.0041
Si	5.5481	2.6323	8.8779	-0.0001	-0.0037	0.0003
Si	3.6397	7.1572	9.8855	0.0198	-0.0181	-0.0134
Si	8.243	5.359	9.0119	0.006	0.0004	0.0016
Si	1.338	6.7055	7.4374	-0.0032	0.0014	-0.0005
Si	8.716	8.8586	12.2425	-0.0006	-0.0006	-0.0078
Si	6.8654	6.7322	7.6122	-0.0004	-0.0003	-0.0009
Si	5.4736	8.1772	8.8435	0.0113	-0.0002	0
Si	6.5731	4.7169	17.328	-0.0027	0.0018	0.0019
Si	8.1759	0.0365	8.844	-0.0027	-0.0025	0.0003
Si	2.7568	-0.235	8.7646	-0.0004	-0.007	0.006
Si	2.6278	5.3296	8.8757	0.009	-0.0093	-0.0119
Si	-1.0832	6.6076	10.2835	0.0004	-0.0031	0.0055
Si	4.6701	10.1761	20.351	-0.009	0.0014	0.0004
Si	-4.3519	9.8156	10.139	-0.0026	0.0029	0.0023
Si	2.6243	3.6997	20.278	0.0042	0.0001	0.0039
Si	-0.0887	2.701	8.9202	-0.0021	0.0008	-0.0015
Si	4.2907	0.9758	9.9955	0.0005	-0.0006	-0.0007
Si	4.1176	4.0218	7.5839	-0.0004	0.0014	0.002
Si	8.1598	5.5467	-7.4605	-0.0039	-0.0039	-0.0226
Si	6.3616	3.5038	13.2217	-0.0029	0.0001	0.0031
Si	9.6038	9.5245	7.6079	-0.0009	0.0015	-0.0011
Si	0.0913	8.0845	8.8837	0.0065	0.0036	-0.0024
Si	6.8276	12.2513	7.3963	0.0015	0.0039	0.0063
O	-11.9232	26.2588	27.7092	-0.0011	0.0015	0.0091
O	6.0042	10.1303	19.3974	-0.0001	0.0016	0.0041
O	-2.7673	-30.0465	28.6499	-0.0007	-0.0012	0.009
O	-22.379	-7.171	25.221	-0.0002	0.0005	0.0021
O	22.6877	1.0044	12.0988	-0.0033	-0.0009	0.0032
O	1.6228	14.4621	11.7114	-0.0005	0.0037	-0.0051
O	-12.2622	-24.1216	25.9409	-0.0006	0.0006	0.0013
O	23.8217	18.3933	19.5401	0.0045	0.0079	-0.003
O	-14.5661	-12.6564	11.4938	0.0001	0.0004	-0.0004
O	-15.8508	-17.0402	18.8412	0.0024	0.0024	-0.0003
O	27.3897	23.9906	13.1159	0.0018	0.0049	0.0022
O	-14.5792	18.5438	25.112	-0.0004	0.0005	0.0014
O	-8.9774	-15.2607	12.8669	0.0015	-0.0039	0.0051
O	-14.1724	8.7742	22.7558	0.0011	0.0005	0.0027
O	4.235	-10.1482	20.5765	0.0018	-0.0074	-0.0016
O	5.5166	18.2762	23.2066	-0.0004	0.0036	0.0013
O	6.3651	1.7891	25.2834	-0.0003	0.0015	0.0022
O	6.5345	34.5559	19.8334	0.0006	0.0011	0.0015
O	16.1902	-11.4531	26.1071	0.0014	0.0008	0.002
O	5.8559	8.6398	14.8452	0.003	0.0004	0.0008
O	6.0947	-16.0317	27.7047	0.002	0.0029	0.0056
O	-9.128	24.6154	26.228	-0.0004	0.001	0.0028
O	-9.3773	18.8718	15.1035	-0.0009	0.0039	0.007
O	5.3368	37.0542	25.7136	-0.0022	0.0036	0.003
Si	-1.465	10.2876	26.3224	0.0018	-0.0006	0.0075
Si	-12.9023	6.8421	20.0283	-0.0025	0.0035	-0.0008
Si	-9.9817	12.0077	29.0813	0.0031	-0.002	0.0019
Si	-6.5851	12.2743	13.962	0.0007	-0.0013	-0.0026
Si	-6.1276	-8.374	16.6862	0.0004	0.0017	0.0004
Si	9.014	13.4287	14.6547	-0.0017	0.0009	-0.0031
Si	-16.9731	12.9042	19.6699	0.0012	-0.0016	-0.0004
Si	-15.9339	16.8125	20.085	-0.0019	0.0012	-0.0023
Si	-14.7647	-3.4813	23.501	0.0003	0.0029	-0.0004
Si	1.3341	12.2215	7.6023	0.0015	0.0002	-0.0014
Si	-12.7883	23.6364	10.1928	0.0023	0.0024	-0.0003
Si	19.8639	-4.4121	17.0254	-0.0005	-0.0001	-0.0001
Si	-3.6175	14.4496	10.2186	0.0003	0.0011	0.0001
Si	-17.231	5.0963	15.3097	0.0004	0.0014	0.0011
Si	7.0568	23.5472	29.1695	0.0005	0.0063	0.0011
Si	-9.0116	-14.4552	28.7514	0.0054	-0.002	0.0028
Si	-1.2119	-6.4542	20.6217	0.0018	-0.0022	0.005
Si	-10.9789	10.9841	23.6609	-0.0001	-0.0009	-0.0003
Si	-29.7777	-4.2041	20.5502	0.0038	0.0027	0.0004
Si	-0.8186	-11.5024	28.7013	0.0012	-0.0053	0.0043
Si	-1.3697	-6.8571	7.4875	-0.0001	0.0021	0.0046
Si	4.1427	9.4585	7.3633	0.0008	0.0074	-0.0027
Si	13.4838	9.0871	15.7952	0.001	-0.0035	0.0005
Si	-10.0899	-7.9709	22.5148	0.0022	0.0003	0.0007
Si	-10.2613	10.9401	17.2902	0.0017	-0.0015	-0.0015
Si	-9.894	15.1882	10.3211	-0.0085	0.0044	0.0174
Si	-9.8109	-17.9842	25.3055	0.0011	0.0021	0.0027
Si	-0.0113	-8.1957	30.4004	0.0025	0.0009	0.0035
Si	2.0361	6.4713	14.5088	0.0021	0.0095	-0.0151
Si	-39.337	31.0888	14.2908	-0.0025	-0.0029	-0.0088
Si	1.9473	8.9002	10.1136	-0.0191	0.025	0.0194
Si	-11.7739	-21.0816	12.1309	0.0019	0.0024	-0.0004
Si	-13.0765	9.4355	21.7454	-0.001	0.0025	0.0008
Si	-2.2911	-21.6695	16.7148	-0.0034	-0.0023	0.0023
Si	13.8233	-3.263	11.9838	-0.021	0.0217	0.0021
Si	-14.412	-2.217	15.1575	-0.0007	0.0037	-0.0003
Si	-5.5982	2.846	30.2286	0.0044	0.0013	0.0015
O	27.2696	37.4265	13.9341	0.004	-0.002	0.0015
O	-0.794	-0.432	16.7441	-0.0021	0.0021	0.0016
O	-2.8061	-16.7604	17.2863	-0.0002	0.0017	0.0016
O	-19.0279	1.9391	13.6302	0.0015	-0.0003	0.0029
O	-24.9054	65.3775	26.058	-0.0022	0.0017	0.0005
O	7.9296	-18.0391	25.9607	-0.0025	-0.0003	0
O	-43.7824	16.3629	10.8125	0.0003	-0.0057	-0.0073
O	9.7903	21.0431	12.1257	0.0004	0.0014	0.0042
O	-16.9073	-1.4786	21.7638	-0.0072	-0.0015	0.0044
O	-9.6517	20.9723	23.7557	-0.0027	0.0011	0.0023
O	23.4991	14.6347	23.7649	-0.0008	-0.0002	0.0028
O	5.4201	-21.9323	10.6468	0.004	-0.0016	-0.0051
O	-18.5595	1.5832	11.1666	0.0005	0.0012	0.0014
O	6.7813	-17.883	11.7274	0.0018	0.0004	-0.002
O	-1.5885	-3.7584	18.459	0.0018	0.0004	0.0016
O	-25.1024	3.2926	14.1045	0.001	-0.0001	0.0001
O	0.2332	34.3479	23.0284	0.0006	0	0.0029
O	-15.5412	-7.7688	16.8478	0.0011	0.0025	0.002
O	4.6803	-20.462	15.5607	0.0004	0.0009	0.001
O	-3.2648	32.0455	15.8654	0.0057	0.0035	0.0019
O	-19.3302	-22.5941	26.0687	0.0007	-0.0004	0.0035
O	14.0605	18.4388	21.988	0.0036	0.0015	0.0042
O	7.8365	38.8828	22.9813	0.0006	0.0001	0.0023
O	-30.8874	13.6056	21.3286	0.0016	0.0028	0.0009
O	-13.2149	1.6702	16.0116	0.0005	-0.0014	0.0025
O	-16.1224	16.6581	16.3311	0.0018	-0.0024	0.0026
O	1.7803	7.8191	25.3357	0	-0.0028	0.0049
O	-24.8618	-3.2732	27.7173	-0.0039	-0.0032	0.01
O	-29.2139	-4.6699	14.9551	0.0099	-0.0029	0.0065
O	43.5422	4.0456	21.861	-0.0008	0.0012	-0.0003
O	9.3118	-4.8184	25.8958	-0.0003	-0.0001	0.0016
O	-9.1936	21.469	16.0788	-0.0013	0.0009	0.003
O	5.8806	37.8684	21.4924	0.0017	0.0006	0.0025
O	4.5619	-15.1415	19.9159	-0.0003	-0.0018	0.0018
O	9.9066	-33.5678	22.6568	0.0031	0.0031	0.0048
O	-1.6055	-3.4574	11.6009	0.0003	0.0006	0.0013
O	-42.3073	-16.5441	25.981	0.0019	0.001	0.0013
O	19.1021	-0.3107	20.8086	0.0007	0.0007	0.001
O	-9.8695	9.9437	18.5547	-0.0007	0.0017	0.0011
O	-21.2898	-9.333	17.7141	0.0012	0.0037	0.0031
O	-6.9318	-35.4397	12.9796	0.0114	0.0041	0.0089
O	-8.0266	-2.4673	17.2725	-0.0024	0.0071	0.0106
O	-2.5819	19.5263	13.8027	-0.0004	0.0005	0.003
O	-7.2502	12.1357	27.3594	0.0005	-0.0034	0.0033
O	8.1301	33.1771	18.2422	0.002	0	-0.0052
O	-13.6096	4.0091	21.2555	0.0028	0.0012	0.0011
O	-4.5216	11.9193	27.8407	-0.0006	0.0014	0.0008
O	-12.4409	19.1222	20.8759	0.0013	-0.0026	0.0002
O	-30.8965	36.4193	18.8008	-0.0039	-0.0007	0.0007
O	-29.1097	9.0637	24.0251	0.0078	-0.0066	-0.0082
O	-7.1182	-26.4791	26.4192	0.0019	-0.0007	0.0012
O	-17.954	91.3477	16.1274	0.0011	0.0016	0.0005
O	-11.547	-21.6721	25.2016	0.0007	0.0005	-0.0018
O	26.3813	10.7026	13.6239	0.0018	0.0049	0.0033
O	21.0939	-7.349	15.0127	0.0022	0.002	0.0014
O	6.8201	36.4638	23.5288	0.0002	0.0014	0.0032
O	-13.8605	18.493	16.1613	0.0016	0.0011	0.0011
O	-8.4442	27.1058	20.8115	0.0006	0.0045	0.0013
O	23.1795	5.1268	15.0556	-0.0047	-0.0056	0.0062
O	4.2107	3.3351	20.1982	-0.0024	0.003	0.0019
O	-34.2014	1.4401	13.5321	0.0023	0.0004	-0.0001
O	3.4411	9.4917	19.616	-0.0063	-0.0041	-0.0001
O	-22.5429	16.9569	16.2808	-0.0002	0.0008	0.0012
O	21.168	-18.2251	19.2407	0.0017	0.0004	0.0006
O	4.4268	12.7885	18.0929	0.0004	0.0014	0.0012
O	7.3021	17.7355	20.0869	0.003	-0.0002	0.0021

Results
free energy: -156077.146 eV
free energy less fixed offsets of O -568.88, Si -635.61 eV per atom: -2.296 eV

The program warned: the cutoff lies below the one the program advises for these potential files; the exchange-correlation potential is rough where the density is thin.
